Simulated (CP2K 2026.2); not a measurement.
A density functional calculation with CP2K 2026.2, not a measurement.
Periodic cell of 521 atoms, Si360O161, from a study of silicon, its oxide and their interface. The atomic structure is a simulated model.
Doubt: the forces sum to 3.70 eV/angstrom along one axis rather than to zero, so they err by at least 0.0071 eV/angstrom per atom on average; the grid cutoff is modest.

Settings: functional PBE; method Gaussian and plane waves; basis set DZVP-MOLOPT-SR-GTH; pseudopotentials GTH-PBE; grid cutoff 300 Ry, relative cutoff 40 Ry; k points Gamma only; occupations fixed; spin none; net charge 0.

Cell vectors (angstrom)
a 16.32 0 0
b 0 16.32 0
c 3.6183 -5.6403 34.2043

Atoms and the computed forces on them: element, x, y, z (angstrom), force x, y, z (eV/angstrom)
Si -1.058 0.439 -4.386 -0.023 -0.006 -0.011
Si 0.951 2.727 -3.998 -0.038 0.036 0.105
Si 0.191 4.992 -2.072 -0.227 -0.159 0.562
Si 1.784 7.471 -2.194 0.069 0.015 0.151
Si -0.332 -6.722 -2.463 0.12 0.038 0.119
Si 1.41 -4.91 -4.146 0.028 0.024 0.059
Si 4.744 -6.732 -5.905 0.124 0.045 -0.057
Si -7.397 2.855 -1.684 -0.408 -0.101 0.495
Si 4.953 5.054 0.16 -0.069 -0.185 0.637
Si -8.719 -7.979 -2.199 0.195 0.075 0.589
Si -6.044 -3.665 -3.849 -0.022 -0.021 0.14
Si -8.457 -3.049 -1.914 0.27 0.227 0.621
Si -5.572 0.564 -1.605 -0.235 -0.335 0.421
Si -3 1.592 -2.458 -0.012 0.189 0.061
Si -5.926 5.419 -2.174 0.199 0.285 0.509
Si -3.043 -8.153 -2.426 0.041 -0.308 0.718
Si -4.906 -5.822 -2.249 -0.256 0.02 0.655
Si -3.285 -3.399 -2.8 0.059 -0.017 -0.037
Si 0.003 -0.361 0.071 0.156 0.384 0.673
Si 3.266 3.323 0.207 0.111 0.132 0.645
Si -0.512 4.848 0.128 -0.064 -0.077 0.027
Si 3.281 8.641 0.208 0.166 0.22 0.602
Si 0.283 -5.068 0.071 -0.137 -0.219 0.798
Si 2.479 -2.893 0.268 0.169 0.036 0.729
Si 6.085 0.533 0.068 0.068 0.108 0.633
Si -8.602 2.285 0.23 -0.056 0.032 -0.032
Si -10.611 5.918 -2.866 -0.015 -0.035 0.112
Si -7.763 8.649 -0.014 0.055 0.028 -0.04
Si 4.988 10.39 0.239 -0.036 -0.069 -0.063
Si -7.706 -2.297 0.183 -0.01 -0.01 -0.055
Si -6.052 -0.557 0.312 -0.031 -0.052 0.002
Si -2.23 3.158 0.133 0.167 0.139 0.567
Si -5.033 5.992 -0.038 0.005 0.074 0.013
Si -3.216 7.612 -0.097 -0.054 0.002 -0.036
Si -5.929 -5.96 -0.073 -0.031 -0.06 -0.056
Si -2.477 -2.33 0.039 -0.168 -0.294 0.748
Si -1.208 1.363 1.277 -0.001 -0.054 -0.002
Si 1.362 4.095 1.381 0.014 -0.004 -0.019
Si -1.462 6.703 1.233 0.066 0.037 -0.06
Si 1.418 9.587 1.323 -0.019 -0.007 -0.087
Si -1.397 -4.02 1.33 0.03 0.021 -0.071
Si 1.352 -1.413 1.644 -0.035 0.002 -0.036
Si 4.211 1.437 1.295 -0.01 -0.046 -0.101
Si 6.733 4.073 1.381 0.012 0.035 -0.067
Si 4.125 6.835 1.461 -0.003 0.018 0.011
Si 6.842 9.509 1.394 -0.055 -0.005 0.05
Si 4.076 12.186 1.422 -0.008 0.042 -0.043
Si -9.44 -1.272 1.41 -0.014 -0.011 -0.082
Si -6.928 1.264 1.527 -0.031 0.016 0.024
Si -4.072 4.166 1.237 -0.054 -0.028 -0.082
Si -6.754 6.922 1.286 -0.044 -0.034 -0.068
Si -4.18 -6.934 1.225 0.052 0.017 -0.05
Si -6.748 -4.146 1.295 0.037 0.047 -0.009
Si -4.12 -1.356 1.4 0.015 0.029 -0.019
Si -2.71 0.075 2.656 0.048 -0.018 -0.013
Si 0.105 2.656 2.749 -0.027 0.007 -0.029
Si -2.751 5.428 2.742 0.013 0.017 -0.025
Si -0.029 8.136 2.542 0.033 0.021 -0.001
Si -2.768 -5.506 2.559 0.001 0.041 0.001
Si -0.097 -2.752 2.867 -0.01 -0.054 0.024
Si 2.821 0.061 2.702 0.001 0.025 0.009
Si 5.438 2.74 2.833 0.044 -0.004 -0.032
Si 2.645 5.529 2.758 0.045 -0.016 -0.031
Si 5.564 8.103 2.799 0 0.02 -0.034
Si 2.695 10.892 2.822 0.009 -0.014 0.003
Si 5.468 -2.697 2.668 0.006 0.022 0.044
Si -8.192 -0.033 2.964 -0.027 0.003 -0.052
Si -5.434 2.742 2.599 0.034 -0.013 0.013
Si -8.126 5.473 2.597 -0.019 -0.01 0.002
Si -5.452 8.172 2.779 -0.003 -0.016 -0.05
Si -8.184 -5.372 2.721 0.029 -0.004 -0.009
Si -5.358 -2.85 2.732 -0.034 0.01 -0.034
Si -1.435 -1.315 4.11 0.008 -0.007 -0.011
Si 1.435 1.34 4.121 0.004 -0.031 0.029
Si -1.333 4.053 4.041 0.005 -0.033 -0.011
Si 1.286 6.865 4.071 -0.014 0.014 0.017
Si -1.376 9.493 3.949 0.005 -0.026 0.018
Si 1.322 12.224 4.17 -0.035 0.014 -0.002
Si 4.115 -1.351 4.063 -0.002 0.01 0.024
Si 6.767 1.376 4.215 -0.018 0.033 0.028
Si 4.028 4.123 4.1 -0.017 -0.021 0.008
Si 6.886 6.742 4.115 0 0.004 0.042
Si 4.117 9.495 4.089 0.006 0.045 -0.048
Si 6.8 -4.033 4.089 -0.005 0.02 0.017
Si -6.74 -1.456 4.113 -0.004 0.007 -0.031
Si -4.075 1.412 4.019 0.027 0.023 0.022
Si -6.792 4.092 3.988 0.016 -0.002 0.023
Si -4.091 6.792 4.105 -0.017 -0.022 0.005
Si -6.821 -6.761 4.082 0.005 0.02 -0.015
Si -4.027 -4.174 4.079 0.017 -0.026 0.019
Si 0.008 -0.005 5.437 0.001 0.002 0
Si 2.723 2.74 5.481 0.021 0.018 0.006
Si -0.02 5.446 5.418 0.01 0.014 0.018
Si 2.708 8.169 5.437 -0.002 -0.004 -0.014
Si -0.047 10.822 5.432 -0.024 -0.009 -0.011
Si 2.723 -2.7 5.438 0.029 0.012 -0.009
Si 5.42 -0.017 5.507 -0.023 0.009 0.003
Si 8.192 2.757 5.444 0.017 0.04 -0.005
Si 5.449 5.435 5.449 0.023 -0.019 0
Si 8.186 -8.157 5.453 -0.008 -0.023 0.011
Si 5.447 -5.429 5.433 0.009 0 0.018
Si 8.181 -2.738 5.481 -0.024 -0.005 0.012
Si -5.403 -0.004 5.401 0.025 0.017 -0.008
Si -2.71 2.724 5.415 -0.009 0.004 0.012
Si -5.456 5.422 5.424 -0.016 -0.036 -0.003
Si -2.704 8.165 5.401 0.016 0.031 0.011
Si -5.432 -5.455 5.452 -0.009 -0.002 0.021
Si -2.739 -2.738 5.446 0.013 0 0.009
Si -1.345 1.369 12.264 0.005 0.01 0.006
Si 1.339 4.055 12.25 -0.015 -0.012 -0.004
Si -1.386 6.782 12.248 0.004 0.003 -0.002
Si 1.335 9.524 12.216 -0.007 -0.001 0.006
Si -1.372 -4.074 12.242 0.004 0.001 0.004
Si 1.369 -1.339 12.239 0.013 0 -0.008
Si 4.068 1.341 12.236 0.012 -0.011 -0.006
Si 6.812 4.067 12.224 0.013 -0.001 0.006
Si 4.076 6.785 12.228 0.007 -0.001 0.006
Si 6.829 -6.779 12.23 0.002 0.001 -0.002
Si 4.087 -4.053 12.218 -0.01 0.023 -0.005
Si 6.79 -1.365 12.23 -0.012 -0.005 -0.001
Si -6.781 1.371 12.242 0 0.007 0.007
Si -4.066 4.101 12.25 -0.01 0.01 -0.008
Si -6.764 6.808 12.237 -0.003 -0.007 -0.01
Si -4.086 9.501 12.246 0.012 -0.007 -0.007
Si -6.799 -4.086 12.239 -0.004 -0.014 -0.007
Si -4.062 -1.357 12.266 0.003 -0.003 0.013
Si -2.681 0.001 13.628 -0.003 -0.013 0.008
Si -0.006 2.72 13.67 0.016 0.001 -0.003
Si -2.727 5.441 13.664 -0.001 0.002 -0.005
Si -0.042 8.169 13.571 -0.002 -0.004 -0.016
Si -2.737 -5.451 13.591 -0.006 -0.002 -0.009
Si -0.009 -2.686 13.577 0.001 0.003 -0.015
Si 2.714 0.003 13.641 -0.015 0.01 0.003
Si 5.442 2.694 13.572 -0.018 -0.012 -0.015
Si 2.717 5.4 13.582 0.018 0.004 0
Si 5.449 8.175 13.541 -0.009 -0.003 -0.009
Si 2.705 10.907 13.533 0.006 0.004 -0.019
Si 5.432 -2.706 13.616 -0.004 -0.008 0.003
Si -8.157 -0.008 13.566 -0.002 -0.011 -0.015
Si -5.422 2.748 13.597 0.005 -0.004 -0.014
Si -8.114 5.421 13.555 -0.006 0 -0.021
Si -5.417 8.147 13.651 -0.004 -0.01 -0.004
Si -8.135 -5.437 13.633 -0.003 0.007 -0.001
Si -5.45 -2.725 13.598 0.007 0.021 -0.002
Si -1.304 -1.341 15.014 0.033 0.019 0.007
Si 1.351 1.346 15.041 -0.027 0.002 -0.018
Si -1.375 4.083 15.045 0.01 -0.017 0.01
Si 1.349 6.809 14.866 -0.012 -0.005 -0.003
Si -1.413 -6.823 14.966 0.015 -0.02 -0.001
Si 1.334 -4.072 14.89 0.003 -0.013 -0.026
Si 4.077 -1.352 15.007 -0.004 -0.01 0.04
Si -9.499 1.351 14.923 0.031 -0.003 -0.031
Si 4.056 3.998 14.946 0.01 -0.014 -0.005
Si -9.499 6.784 14.839 0.003 0.014 -0.008
Si 4.087 9.57 14.858 0.003 0.011 -0.009
Si -9.51 -4.057 14.969 -0.003 0.005 -0.015
Si -6.823 -1.362 14.942 -0.007 0.009 -0.017
Si -4.058 1.386 14.932 -0.004 0.032 0.003
Si -6.76 4.111 14.975 -0.012 0.009 0.007
Si -4.072 6.796 15.068 0.006 -0.002 -0.015
Si -6.766 9.519 15.01 -0.005 -0.001 0.015
Si -4.089 -4.088 14.945 -0.002 -0.018 0.005
Si 0.038 -0.004 16.479 0.023 -0.005 -0.005
Si 2.734 2.659 16.417 -0.001 -0.022 0.011
Si 0.028 5.52 16.304 -0.022 -0.007 -0.024
Si 2.713 8.202 16.144 -0.002 0.003 -0.02
Si -0.027 -5.431 16.229 -0.028 -0.019 -0.036
Si 2.661 -2.757 16.296 0.004 0.037 0.013
Si 5.487 0.032 16.334 -0.033 0.001 0.001
Si -8.133 2.719 16.26 -0.027 -0.04 -0.041
Si 5.466 5.412 16.146 0.014 -0.015 -0.022
Si -8.174 8.088 16.257 0.04 0 -0.032
Si 5.425 10.887 16.272 0.007 0.017 -0.026
Si -8.181 -2.681 16.352 -0.038 -0.038 -0.013
Si -5.444 0.028 16.227 -0.023 -0.001 -0.035
Si -2.746 2.677 16.4 0.025 0.031 -0.031
Si -5.431 5.424 16.443 0.009 0.011 -0.017
Si -2.736 -8.131 16.443 -0.025 -0.029 0
Si -5.402 -5.411 16.388 0.004 -0.031 -0.011
Si -2.706 -2.737 16.271 -0.011 -0.014 -0.006
Si -1.41 1.325 17.832 0.03 0.044 0.028
Si 1.371 4.145 17.651 -0.035 -0.025 -0.022
Si -1.277 6.871 17.76 0.004 -0.039 -0.017
Si 1.373 -6.773 17.512 0.013 0.015 0.031
Si -1.369 -4.115 17.628 -0.013 0.017 0.069
Si 1.431 -1.42 17.817 -0.015 0.07 0.009
Si 4.137 1.29 17.808 -0.054 -0.017 0.007
Si -9.527 4.085 17.538 0.027 0.046 0.062
Si 4.105 6.82 17.379 0.026 0.049 0.068
Si -9.562 9.449 17.55 0.036 0.03 0.005
Si 4.063 -4.081 17.632 0.032 0.011 -0.037
Si 6.799 -1.324 17.755 0.002 -0.029 -0.016
Si -6.768 1.37 17.614 0.025 0.04 0.034
Si -4.092 4.012 17.824 0.051 0.011 0.033
Si -6.854 6.802 17.741 0.002 0.052 0.027
Si -4.064 -6.74 17.86 -0.054 -0.029 0.019
Si -6.829 -4.04 17.695 -0.009 -0.036 0.003
Si -4.082 -1.331 17.529 0.037 0.045 0.088
Si -2.839 -0.119 19.119 -0.017 0.014 0.023
Si -0.221 3.032 18.976 0.039 -0.198 -0.73
Si -2.437 5.23 19.002 -0.13 0.081 -0.732
Si 0.113 8.323 19.063 -0.066 0.011 0.111
Si -2.633 -5.368 19.219 0.011 -0.034 0.134
Si -0.05 -2.796 19.052 0.068 -0.012 0.052
Si 3.343 -0.624 19.044 0.066 -0.043 0.032
Si 5.453 2.84 19.02 -0.04 -0.008 0.111
Si 2.787 5.596 18.837 -0.027 0.022 0.097
Si 5.414 8.05 18.86 -0.009 -0.034 0.006
Si 2.732 -5.503 18.933 0.016 0 0.096
Si 5.069 -2.419 18.954 -0.199 0.266 -0.446
Si -8.127 0.095 19.041 -0.06 0.025 0.115
Si -5.447 2.567 19.184 -0.008 -0.009 0.053
Si -8.2 5.346 19.026 0.055 -0.016 0.066
Si -5.842 -7.812 19.038 0.208 -0.105 -0.776
Si 2.812 -1.96 -7.242 0.001 -0.107 -0.004
Si -5.431 -2.615 18.926 -0.033 0.023 0.083
Si 1.076 -4.485 20.239 -0.271 -0.131 -0.513
Si 0.954 1.914 21.712 -0.179 -0.02 0.023
Si -2.596 6.514 21.755 0.099 0.013 -0.141
Si 1.96 7.359 20.162 0.178 0.195 -0.654
Si -0.672 -6.162 20.403 0.101 0.134 -0.758
Si 3.71 -7.29 20.127 -0.006 -0.039 0.008
Si -9.928 -4.268 21.152 -0.16 0.032 -0.207
Si -9.064 1.936 20.198 0.21 0.137 -0.74
Si 4.519 4.739 20.129 0.27 -0.021 -0.576
Si 0.069 -5.337 -8.415 -0.002 -0.14 0.017
Si -5.381 -6.067 24.03 -0.018 0.021 -0.045
Si 4.775 -6.777 22.137 -0.255 -0.075 -0.656
Si -6.428 -0.959 20.293 0.262 0.242 -0.588
Si -4.598 0.713 20.496 0.009 0.018 -0.019
Si -7.289 3.543 20.28 -0.111 -0.102 -0.7
Si -5.016 8.099 22.016 -0.067 0.12 -0.025
Si -8.106 -5.635 18.871 -0.056 0.156 -0.7
Si -3.719 -3.514 20.236 0.324 0.043 -0.635
Si -3.051 0.868 -6.829 0.054 0.09 -0.018
Si -1.53 -1.914 22.646 -0.082 0.494 -0.414
Si -1.362 0.346 23.163 -0.499 -0.316 -0.24
Si -3.495 1.27 22.597 0.292 -0.421 -0.515
Si -1.893 -1.942 20.292 -0.028 0.003 -0.02
Si -4.595 -8.06 -6.394 0.037 -0.014 0.015
Si 2.999 -0.272 21.333 0.127 -0.213 -0.623
Si -9.264 -2.403 -8.117 0.031 -0.012 -0.056
Si -2.018 -7.221 -7.521 -0.06 0.031 0.105
Si 2.7 -6.224 24.381 -0.008 -0.061 -0.15
Si 3.401 1.967 -2.471 -0.03 0.11 0.094
Si 2.402 -0.732 -1.819 -0.18 -0.077 0.184
Si -3.971 5.73 -8.073 0.026 0.085 -0.045
Si -10.073 2.064 -6.949 -0.019 0.011 0.052
Si -6.677 -6.34 -7.832 -0.044 -0.01 0.046
Si -9.898 2.253 23.241 0.162 -0.014 -0.222
Si -1.112 6.287 -7.196 -0.094 -0.164 0.041
Si -10.799 -0.475 23.284 -0.04 0.081 -0.02
Si -1.946 5.923 -4.167 -0.089 0.032 0.041
Si 1.014 4.221 -8.169 -0.027 0.053 -0.062
Si -5.215 -0.828 -8.061 0.053 0.05 0.045
Si -0.918 2.068 -8.856 -0.039 0.051 0.032
Si -0.203 -2.383 -7.545 0.024 0.016 0.075
Si 2.669 4.42 -5.806 0.041 -0.096 0.077
Si 4.493 4.696 23.1 0.028 0.136 -0.216
Si -6.643 -3.415 -6.976 -0.029 0.051 0.054
Si -0.163 -6.72 23.492 0.043 0.043 -0.242
Si 1.459 -2.706 22.647 0.09 -0.159 -0.177
Si -5.113 3.265 -6.701 0.066 0.043 -0.017
Si 5.113 -0.345 -8.148 0.066 -0.014 -0.051
Si -7.565 0.809 -3.786 0.044 0.047 0.169
Si -6.934 6.53 23.891 -0.085 0.06 -0.13
Si -8.301 -2.125 22.589 0.086 0.063 -0.192
Si -6.802 7.685 -4.288 -0.029 0.007 -0.018
Si -0.68 -2.611 -4.523 -0.067 -0.03 0.05
Si 4.29 -4.743 -3.489 0.287 -0.103 0.487
Si 3.73 -1.706 -4.226 -0.007 -0.072 0.139
Si 5.292 3.306 -4.372 -0.041 0.111 0.107
Si 0.32 6.778 22.658 0.02 -0.009 -0.201
Si -5.524 1.224 24.834 -0.044 0.027 0.023
Si -4.087 3.825 -4.033 -0.019 -0.009 -0.034
Si -2.811 3.973 23.472 0.038 0.049 -0.072
Si -7.191 3.547 23.48 -0.138 -0.027 -0.302
Si -8.72 -8.045 -6.552 0.008 -0.032 0.026
Si 3.347 7.176 -4.644 0.155 -0.14 0.179
Si -7.172 1.282 -6.83 -0.021 0.081 0.147
Si -10.083 -0.669 -2.902 0.049 0.055 0.216
Si -10.457 -5.45 -1.864 -0.681 0.111 0.185
Si 0.273 3.929 23.855 0 0 -0.121
Si -9.968 6.337 20.198 -0.015 0.018 0.008
Si 2.699 -5.057 -7.107 -0.003 0.013 0.043
Si -6.428 -1.708 24.829 0.116 -0.007 -0.078
Si -9.788 6.979 22.467 -0.006 -0.249 -0.752
Si -4.177 -3.332 23.311 0.002 -0.057 -0.23
Si -1.355 1.365 6.787 0.018 0.008 -0.006
Si 1.344 4.102 6.802 -0.004 -0.005 0.001
Si -1.367 6.803 6.784 -0.005 -0.007 0.006
Si 1.346 9.51 6.808 0.003 0.001 0
Si -1.368 -4.095 6.796 0 -0.005 0.008
Si 1.358 -1.358 6.806 -0.013 -0.004 0.004
Si 4.069 1.368 6.836 -0.003 -0.015 0.013
Si 6.812 4.087 6.815 -0.021 -0.015 0.017
Si 4.077 6.802 6.797 -0.009 -0.003 -0.004
Si 6.801 -6.8 6.795 0.012 0.007 0
Si 4.081 -4.075 6.793 0.008 0.007 -0.004
Si 6.818 -1.366 6.826 0.025 0.012 0.003
Si -6.77 1.36 6.775 -0.005 -0.001 0.012
Si -4.078 4.073 6.78 0.006 0.012 0.011
Si -6.786 6.794 6.803 0.012 0.022 0.001
Si -4.062 -6.813 6.788 -0.024 -0.003 0.01
Si -6.784 -4.098 6.824 0 0.003 0.011
Si -4.081 -1.361 6.805 -0.004 -0.019 0.01
Si -2.705 -0.002 8.156 0.02 -0.013 -0.003
Si -0.011 2.732 8.154 -0.012 0.007 0.003
Si -2.724 5.44 8.142 -0.016 0.013 0.006
Si -0.005 8.144 8.166 0.008 -0.01 -0.008
Si -2.73 -5.442 8.163 -0.01 0.007 -0.01
Si -0.001 -2.729 8.154 0.028 -0.015 0.001
Si 2.702 0.008 8.171 -0.008 0.018 -0.001
Si 5.454 2.718 8.174 0.017 -0.02 0.001
Si 2.719 5.441 8.165 0.004 -0.01 -0.003
Si 5.435 -8.152 8.16 -0.003 0.016 -0.004
Si 2.713 -5.433 8.155 -0.019 0.013 0.006
Si 5.445 -2.728 8.161 -0.002 0.002 0
Si -8.136 0.009 8.158 -0.015 0 0.006
Si -5.419 2.712 8.155 0.015 -0.01 -0.002
Si -8.154 5.452 8.17 -0.007 0.015 -0.01
Si -5.419 8.15 8.152 0.015 -0.018 0.005
Si -8.153 -5.457 8.164 0.014 -0.013 0.003
Si -5.443 -2.713 8.174 -0.029 0.011 0.004
Si -1.353 -1.361 9.523 -0.004 -0.002 0.007
Si 1.345 1.371 9.517 0.004 -0.014 -0.002
Si -1.37 4.082 9.516 0.009 0.001 -0.011
Si 1.35 6.787 9.53 0.003 0.008 0.003
Si -1.368 9.515 9.518 0.006 0.006 0.005
Si 1.359 -4.073 9.519 -0.003 0.009 0.013
Si 4.079 -1.357 9.504 -0.002 0.003 -0.006
Si 6.812 1.353 9.522 0.003 0.012 0.009
Si 4.08 4.075 9.525 0.001 0 -0.001
Si 6.806 -9.507 9.525 0 -0.011 0.001
Si 4.074 -6.795 9.524 0.002 -0.013 0.002
Si 6.808 -4.085 9.514 -0.001 -0.001 -0.011
Si -6.792 -1.352 9.538 0.011 -0.003 0.006
Si -4.06 1.36 9.527 -0.012 0 0.003
Si -6.785 4.079 9.513 -0.015 -0.005 0.001
Si -4.07 6.795 9.51 -0.001 0.006 -0.011
Si -6.784 9.509 9.511 -0.008 -0.002 -0.011
Si -4.085 -4.081 9.527 0.015 0.001 0.003
Si 0.001 0.014 10.885 0.008 0.006 0.007
Si 2.71 2.712 10.883 -0.002 0.005 0.004
Si -0.015 5.426 10.891 -0.002 -0.009 0.002
Si 2.708 8.153 10.877 -0.013 -0.007 0.004
Si -0.015 10.891 10.868 0.015 -0.001 -0.002
Si 2.72 -2.701 10.869 0.014 0.003 -0.005
Si 5.435 -0.007 10.869 -0.008 -0.017 -0.004
Si 8.176 2.714 10.87 -0.014 -0.011 0
Si 5.449 5.438 10.874 0 0.008 -0.005
Si 8.182 -8.156 10.882 0.009 0.011 0.001
Si 5.449 -5.43 10.876 0.006 0.01 0.005
Si 8.158 -2.725 10.88 -0.013 0.002 0.004
Si -5.416 0.005 10.895 0.001 0.005 0.005
Si -2.709 2.726 10.898 0.008 0.005 0.002
Si -5.421 5.443 10.872 0.017 0.013 -0.003
Si -2.726 8.149 10.88 -0.007 -0.018 -0.004
Si -5.441 -5.451 10.884 -0.017 -0.006 -0.004
Si -2.725 -2.717 10.882 -0.002 -0.008 0.002
O 0.932 -0.257 -1.298 0.091 0.39 -0.183
O -1.246 -1.323 -0.327 0.02 0.117 -0.43
O 4.822 2.342 -3.148 0.422 -0.296 0.086
O 2.984 3.097 -1.399 -0.151 0.274 -0.259
O -0.767 5.822 -3.08 -0.04 0.485 -0.111
O -6.373 6.42 -3.373 0.125 0.088 -0.16
O 1.385 -3.935 -0.377 0.298 0.054 -0.278
O 3.053 -1.922 -0.921 0.816 -0.151 -0.083
O -10.071 3.393 -7.858 -0.134 0.123 0.456
O -10.282 0.163 -1.532 -0.229 0.183 -0.339
O 3.994 3.714 -5.242 -0.023 -0.145 -0.175
O 2.192 -2.727 24.074 -0.019 0.679 0.171
O -9.692 -2.175 -2.479 -0.411 -0.162 0.054
O -3.786 2.277 -3.694 -0.159 -0.322 -0.442
O -3.971 0.486 -1.8 0.185 -0.533 -0.065
O -2.571 2.75 -1.426 -0.083 0.275 -0.298
O -4.458 -7.35 -2.588 -0.269 -0.408 -0.022
O -3.137 -2.626 -1.405 -0.293 0.219 -0.017
O 1.597 -5.761 -8.061 0.186 -0.327 0.07
O 0.593 2.487 20.26 0.397 -0.362 -0.134
O -1.332 4.118 19.516 0.035 0.095 0.423
O -2.94 5.46 22.909 -0.011 0.302 0.075
O -5.413 7.902 20.472 -0.004 -0.417 0.114
O -9.519 -1.083 22.528 0.273 0.164 -0.315
O 2.382 1.193 21.614 0.29 0.34 0.107
O -4.15 1.995 -6.506 0.093 -0.215 0.401
O -10.809 -3.118 20.397 -0.106 0.297 0.564
O -9.483 1.735 21.766 -0.016 -0.086 0.415
O -6.981 -6.69 19.424 -0.094 0.091 0.4
O -10.785 5.935 23.231 0.086 0.194 0.716
O -9.04 -5.092 20.084 0.045 -0.342 -0.087
O -0.203 0.876 22.135 -0.029 -0.205 0.138
O 4.856 -5.673 -4.696 0.328 0.091 0.07
O -8.906 -0.066 -3.813 -0.201 -0.341 -0.686
O -1.276 3.525 23.656 -0.071 -0.293 -0.114
O -10.35 -7.815 22.534 0.394 0.301 0.168
O -0.999 6.744 21.706 0.272 0.252 -0.344
O -6.175 2.414 23.973 0.273 -0.214 0.106
O -0.777 -6.429 22.025 -0.134 -0.068 0.208
O -0.415 -1.036 -4.238 0.285 0.056 0.287
O 1.945 -1.377 21.874 -0.214 0.215 0.128
O -1.31 -6.364 24.559 -0.407 0.102 -0.282
O 3.326 -1.575 -5.766 -0.197 0.161 0.094
O -8.654 3.02 23.905 0.061 0.335 0.492
O 1.229 -1.652 -7.34 -0.035 0.43 0.071
O 5.185 5.432 -1.42 -0.051 -0.211 -0.331
O -10.245 -1.382 -7.327 0.037 -0.036 0.569
O 1.737 -3.983 21.679 0.469 -0.188 0.36
O 2.414 4.095 -7.366 0.299 0.002 -0.416
O -4.756 -7.194 25.019 0.462 -0.153 -0.143
O -3.029 6.965 -3.538 -0.251 -0.196 -0.363
O -7.072 -1.602 21.667 0.176 -0.005 0.323
O 2.008 -5.034 -5.639 0.151 -0.243 -0.139
O -10.078 2.493 -5.39 0.211 0.132 0.25
O -0.02 1.643 -4.683 -0.067 0.152 -0.263
O 3.721 -7.915 -5.58 -0.357 0.044 -0.222
O 0.212 8.04 23.64 0.289 -0.081 0.429
O -5.373 -7.209 -7.51 0.212 0.048 -0.238
O -4.645 -2.898 -3.534 0.051 0.646 -0.428
O -10.38 0.917 24.003 0 0.107 0.519
O -4.426 -3.592 21.73 -0.231 0.082 -0.085
O 2.836 5.997 -5.6 -0.023 0.188 -0.234
O -7.757 -2.248 24.097 -0.537 -0.315 0.228
O -6.457 -0.092 24.879 -0.247 -0.032 0.254
O -2.882 -7.123 -8.871 -0.104 -0.237 0.042
O -4.454 -4.753 24.029 0.3 -0.181 0.188
O -8.229 -3.112 -7.122 -0.257 0.019 0.422
O -6.352 -3.567 -5.408 -0.223 0.099 0.117
O -0.405 -5.601 -1.305 -0.413 0.262 0.137
O -1.999 -3.159 -3.748 -0.086 -0.32 -0.06
O -7.515 -7.608 -3.243 0.28 0.384 -0.303
O 0.24 5.543 -7.644 0.371 0.202 -0.101
O -4.458 6.728 -6.9 -0.139 -0.135 0.178
O -7.912 2.243 -3.105 -0.611 0.195 -0.299
O 5.031 1.066 -7.352 -0.544 0.041 -0.029
O -1.32 6.32 -5.592 0.271 0.309 0.199
O 2.704 -5.041 -3.154 -0.153 -0.105 0.497
O 4.92 -0.688 -3.825 0.045 0.353 -0.327
O -8.72 1.234 -7.237 -0.068 -0.367 -0.16
O -5.142 -2.231 23.992 -0.099 0.221 -0.128
O -7.261 -3.034 -3.002 0.026 0.211 -0.282
O 4.969 -1.416 24.462 -0.37 -0.278 -0.221
O -5.93 2.16 -1.416 0.297 0.275 0.15
O -6.888 -5.755 24.59 -0.436 0.153 -0.332
O -5.481 -8.059 -5.042 0.05 0.227 0.449
O 3.83 4.663 21.63 -0.544 0.283 0.022
O -1.029 7.831 -7.642 0.553 0.108 -0.368
O -6.591 2.767 -7.11 -0.249 0.464 -0.328
O -1.812 -7.192 -2.849 -0.101 0.328 -0.224
O -6.885 4.95 24.197 0.29 -0.012 0.315
O -0.123 -2.678 22.934 -0.152 -0.375 0.095
O -9.945 -6.924 -2.391 -0.306 -0.257 -0.007
O -3.407 7.87 22.095 0.475 0.478 -0.05
O -0.829 0.641 24.692 -0.03 0.325 0.384
O 1.612 6.888 21.702 0.2 -0.227 0.35
O 2.995 8.055 -1.304 0.305 0.021 -0.332
O -3.078 5.936 20.326 -0.666 0.062 0.159
O 3.388 0.547 -1.705 0.277 0.061 0.131
O -6.303 -4.785 -7.749 0.377 0.038 -0.337
O -3.843 -0.457 -7.291 0.123 -0.22 0.073
O -3.523 -4.949 -2.367 0.595 -0.398 0.062
O -5.88 -5.22 -3.404 -0.452 -0.524 -0.14
O -1.048 -5.933 -7.399 -0.127 0.068 0.675
O -4.708 4.528 -2.74 0.003 -0.056 0.352
O -7.209 4.457 -1.843 -0.289 0.379 0.282
O 3.469 -4.856 24.759 0.587 -0.017 -0.114
O 4.386 -0.32 22.153 0.275 0.202 -0.016
O 1.225 -5.921 23.761 0.097 0.451 -0.039
O 0.354 3.491 -2.694 -0.189 -0.313 0.273
O 2.273 1.899 -3.608 0.083 -0.447 -0.466
O -10.263 4.597 -3.755 0.215 0.052 0.094
O -2.147 1.517 -7.984 -0.067 -0.019 -0.208
O -2.361 5.585 -7.963 0.019 -0.493 -0.034
O -2.157 0.448 -5.563 0.185 -0.005 -0.036
O 1.123 3.106 22.771 0.565 0.307 0.225
O -5.695 -2.295 -7.62 0.196 -0.088 -0.19
O -3.496 2.912 22.471 -0.469 0.274 -0.636
O -0.895 -2.733 -6.128 -0.603 0.052 -0.004
O -2.66 -2.789 23.453 -0.018 0.044 0.303
O -5.414 -6.741 22.55 -0.177 0.504 -0.51
O 1.57 5.877 -1.955 0.486 -0.246 0.212
O 0.392 -6.108 -3.769 0.027 -0.118 -0.295
O 4.288 -3.195 -3.956 0.312 0.181 0.069
O -7.067 3.819 21.889 0.2 0.227 0.231
O 0.449 -8.007 -1.851 -0.266 -0.297 0.578
O 5.201 3.272 23.251 -0.388 -0.354 0.217
O -8.826 7.345 -7.867 0.235 -0.04 0.285
O -8.868 -3.562 22.137 0.074 -0.32 0.612
O -8.362 6.946 23.245 0.237 0.294 0.344
O -6.987 0.955 -5.266 0.191 -0.027 -0.207
O -0.002 -3.742 -8.367 0.131 0.081 -0.523
O -3.092 -7.412 -6.297 -0.077 0.465 0.482
O 2.434 -1.291 -3.334 -0.427 0.012 -0.365
O -3.565 3.948 24.893 -0.279 0.032 0.052
O 4.078 -5.912 -7.14 0.073 0.136 -0.284
O -10.171 -7.468 -6.163 -0.07 -0.127 -0.043
O 1.345 3.894 -5.037 -0.23 0.442 0.055
O -5.13 3.988 -5.254 -0.368 0.272 0.105
O -10.243 -3.423 -8.904 -0.422 -0.168 0.184
O 3.667 -6.934 23.311 -0.213 -0.33 0.343
O -5.771 6.947 22.851 0.234 -0.424 -0.1
O 0.596 -3.504 -4.056 0.073 0.223 0.312
O 0.435 5.501 23.608 -0.043 0.245 0.579
O 0.05 2.948 -7.924 0.285 -0.306 0.237
O 2.122 7.692 -3.741 -0.032 0.268 -0.329
O -7.85 -6.705 -6.802 -0.156 0.509 0.317
O 3.392 4.843 24.275 -0.615 0.007 -0.126
O -1.129 -1.442 -8.467 -0.562 0.115 0.172
O 5.432 -5.284 21.977 -0.339 0.434 0.35
O -2.671 4.504 -4.401 0.392 -0.197 -0.107
O 4.563 6.718 -3.68 0.05 0.143 0.065
O -9.326 6.878 -2.617 0.063 -0.278 -0.335
O 3.645 -1.021 -8.275 -0.219 0.292 -0.614
O -7.955 7.392 -5.417 -0.136 -0.426 0.048
O -4.61 4.271 -7.846 -0.391 -0.04 -0.376
O 3.041 -3.537 -7.554 0.098 -0.11 -0.461
O -4.192 0.811 24.014 0.344 -0.244 0.186
O -1.716 0.782 -2.958 0.313 -0.299 0.379
O -6.422 0.066 -2.899 0.091 -0.58 -0.273
O -6.38 0.213 -7.704 -0.174 -0.043 -0.331
O -9.088 -4.542 -1.737 0.434 -0.024 0.202

Results
total energy: -109108.163 eV
total energy less fixed offsets of O -438.25, Si -107.07 eV per atom: -4.713 eV
